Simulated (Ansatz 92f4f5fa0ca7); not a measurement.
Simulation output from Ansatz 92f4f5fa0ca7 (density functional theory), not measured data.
Periodic cell of 193 atoms, Si117O76, from a study of silicon, its oxide and their interface. The atomic structure is a simulated model.

Settings
functional: PBE
potential files: Ansatz PAW
basis: plane waves
wave-function cutoff: 700 eV
density cutoff ratio: 5
exchange-correlation grid ratio: 2
k mesh: 2 x 2 x 1, shifted by 0.5 0.5 0.5 of a step
self-consistency stop: 5e-08 eV per atom in the density residual
occupations: Fermi-Dirac, 0.05 eV
spin: none
net charge: 0

Cell vectors (angstrom)
a, 11.5485, -0.0476, -0.3123
b, 0.0595, 11.731, -0.0441
c, 4.459, 3.2353, 24.7217

Atoms: element, x, y, z (angstrom)
Si, 2.2385, 0.6965, 1.9037
Si, 0.1759, 7.7435, -2.6631
Si, -0.0614, 9.1795, 0.2086
Si, 4.6962, 0.9155, 1.4377
Si, 5.5099, 2.6945, 2.8994
Si, 3.8748, 8.0994, 0.1982
Si, 7.1254, -1.8661, -2.4517
Si, 9.1646, 3.5643, -0.7993
Si, 7.516, 8.2763, 0.069
Si, 0.3722, 0.5822, 0.5057
Si, 2.0091, 4.5048, 1.5124
Si, 1.7057, 6.4925, 2.8982
Si, 4.6889, 2.1532, -1.4135
Si, 4.1252, 4.8433, 0.2916
Si, 5.7614, 8.6618, 1.6108
Si, 9.7599, 1.2295, 1.2407
Si, 9.4433, 2.7695, 2.9558
Si, 9.2605, 10.4563, 2.6698
Si, 1.8079, 2.7254, 3.0946
Si, 1.8026, 8.4885, 1.5165
Si, 1.8056, 10.406, 3.0263
Si, 6.091, 4.6287, 1.8066
Si, 5.5782, 6.6465, 2.9025
Si, 5.5757, 10.5892, 2.8037
Si, 8.5699, 4.6664, 1.7139
Si, 9.4449, 6.6626, 2.8864
Si, 9.4937, 8.4546, 1.2979
Si, -0.1549, 2.7858, 4.4401
Si, -0.1446, 6.5722, 4.4408
Si, -0.248, 10.5047, 4.2857
Si, 3.7612, 2.767, 4.459
Si, 3.6483, 6.5231, 4.2628
Si, 3.7875, 10.4515, 4.3396
Si, 7.4895, 2.6076, 4.2826
Si, 7.4602, 6.6201, 4.347
Si, 7.4723, 10.5989, 4.1785
Si, -0.2415, 0.7332, 5.7718
Si, -0.2356, 4.7833, 5.8871
Si, -0.2025, 8.5832, 5.6226
Si, 3.7352, 0.6858, 5.7702
Si, 3.7424, 4.635, 5.8366
Si, 3.7317, 8.4837, 5.6759
Si, 7.4786, 0.6527, 5.7937
Si, 7.4527, 4.6293, 5.6459
Si, 7.5339, 8.592, 5.6081
Si, 1.7374, 0.5905, 7.03
Si, 1.8392, 4.6561, 7.1278
Si, 1.7397, 8.6095, 7.0776
Si, 5.5278, 0.8004, 7.0705
Si, 5.5823, 4.6061, 7.1323
Si, 5.5851, 8.5531, 7.0752
Si, 9.4098, 0.7155, 6.8882
Si, 9.3976, 4.6042, 6.9952
Si, 9.4064, 8.5481, 6.8814
Si, 1.7674, 2.5525, 8.4546
Si, 1.603, 6.6314, 8.3951
Si, 1.7584, 10.3988, 8.323
Si, 5.6211, 2.7152, 8.5993
Si, 5.6128, 6.5806, 8.4094
Si, 5.6119, 10.5086, 8.2964
Si, 9.4848, 2.6658, 8.4376
Si, 9.4848, 6.4967, 8.2891
Si, 9.3469, 10.5111, 8.3389
Si, -0.0075, 2.7376, 9.8906
Si, -0.1039, 6.5117, 9.9862
Si, 11.3735, 8.5142, 10.9646
Si, 3.6465, 2.5791, 9.9016
Si, 3.391, 6.6021, 9.6943
Si, 5.5317, 0.7121, 12.6521
Si, 7.5267, 2.6761, 9.9705
Si, 7.5617, 6.633, 9.7931
Si, 7.4618, 10.5782, 9.7859
Si, 11.408, 0.4651, 10.7471
Si, 11.3692, 4.0182, 13.3062
Si, 5.266, 5.4195, 12.2071
Si, 3.6907, 10.4358, 9.7426
Si, 3.1353, 4.6589, 11.1553
Si, 5.4136, 7.8418, 12.2791
Si, 7.5284, 0.8472, 11.2834
Si, 7.3457, 4.8265, 11.1847
Si, 7.4404, 8.6158, 11.0816
Si, 5.8037, 9.7567, 14.5797
Si, 3.5225, 8.4882, 11.0655
Si, 3.6109, 12.3001, 11.3046
Si, 11.2924, -1.3905, 9.3892
Si, 9.3992, 9.205, 12.2081
Si, 9.7858, 11.6973, 12.2704
Si, 11.2592, 12.5812, 13.8104
Si, 5.0164, 3.3671, 14.5461
Si, 13.2051, 8.9491, 12.1822
Si, 7.9245, 0.7507, 17.701
Si, 9.1811, 4.7222, 13.8259
Si, 12.2033, 4.4677, 11.0233
Si, 10.4209, 11.4778, 16.3193
Si, 2.2238, 4.6024, 15.5134
Si, 12.8454, 7.1063, 19.1944
Si, 7.331, 3.4037, 16.1842
Si, 13.0789, 7.4911, 15.2741
Si, 8.8922, 9.11, 15.0302
Si, 6.142, 8.4766, 21.8649
Si, 7.2775, 8.4514, 19.1014
Si, 8.7239, 9.9332, 21.2302
Si, 12.6668, 9.5653, 17.4189
Si, 7.5949, 4.0807, 20.9333
Si, 13.4608, 3.427, 20.9004
Si, 13.1163, -0.3815, 12.2324
Si, 17.2743, 0.5065, 19.2938
Si, 4.7542, 3.5454, 20.1081
Si, 11.5599, 10.1278, 22.1009
Si, 8.41, 5.4696, 18.3114
Si, 11.8945, 5.97, 21.8706
Si, 5.004, 6.5575, 23.8375
Si, 10.0909, 6.6996, 16.0752
Si, 13.9448, 4.478, 18.167
Si, 13.8272, 9.6792, 19.9989
Si, 5.8786, 10.4433, 17.2542
Si, 8.6294, 1.2222, 22.0839
O, 5.3461, 7.2516, 25.1782
O, 3.558, 6.7467, 23.3736
O, 8.6708, 11.5963, 21.1602
O, 10.4496, 5.3747, 22.3491
O, 9.3166, 4.7951, 0.2444
O, 8.9598, 1.9931, -0.1241
O, 4.3965, 3.8023, -0.8325
O, 8.9719, -0.0978, 1.4563
O, 0.8593, 4.4852, 14.6305
O, 8.4535, 5.0219, 12.4657
O, -0.3078, 8.5752, -1.2848
O, 0.7226, 1.6652, -0.7464
O, 17.2249, 11.7951, 20.7986
O, 6.0176, 6.9591, 22.6322
O, 8.0132, 2.2753, 16.9906
O, 16.4337, 1.9773, 19.173
O, 4.9261, 1.256, -0.1444
O, 8.0012, 4.9246, 22.2802
O, 6.0526, 8.3061, 20.2035
O, 13.4241, 5.9374, 18.3016
O, 7.9655, 3.8508, -1.8457
O, 9.4102, 5.9148, 14.8194
O, -1.2268, 7.5306, -3.7148
O, 7.4344, -2.0374, -0.8292
O, 13.5983, 8.7688, 16.2066
O, 3.3737, 3.6289, 14.8205
O, 9.6121, 8.6361, 13.7124
O, 15.1676, 3.3816, 21.0367
O, 5.6833, -0.6166, 13.7017
O, 7.2794, 9.2877, 14.8533
O, 11.9877, 8.2056, 18.2905
O, 4.9684, 10.0619, 16.016
O, 5.4368, 4.7217, 13.7074
O, 9.4463, 10.5957, 15.3955
O, 11.6056, 10.5222, 16.8526
O, 5.1201, 8.5056, 13.8467
O, 5.1592, 2.0213, 13.6147
O, 0.5757, 6.2508, -2.218
O, 7.331, 6.9535, -0.9726
O, 9.4755, 0.2846, 17.6859
O, 12.7453, 2.1195, 21.5447
O, 7.6676, 2.425, 21.4366
O, 5.7467, 3.2782, 15.8916
O, 0.0926, 10.7778, -0.1039
O, 12.6505, 0.1545, 13.7265
O, 16.6913, 11.1696, 18.2412
O, 8.2353, 3.6967, 14.772
O, 13.4603, 10.382, 18.5846
O, 11.5832, 7.0596, 15.7203
O, 8.5702, 4.5312, 19.6629
O, 12.7289, 9.4568, 21.1606
O, 9.7961, 5.8205, 17.5102
O, 2.0919, 4.0537, 17.025
O, 9.3041, 8.0316, 16.2799
O, 2.57, 6.3055, 15.5528
O, 7.0827, 8.451, -3.235
O, 6.0304, 4.1658, 20.5499
O, 13.1482, 3.5695, 19.3642
O, 10.1453, 9.3827, 21.7108
O, 7.5339, 9.2382, 22.1063
O, 7.2668, 0.8749, 19.1769
O, 7.813, 6.8596, 18.8404
O, 11.3476, 14.0485, 13.0752
O, 6.6343, 9.0852, 17.7892
O, 14.1671, 8.0722, 19.7603
O, 8.5069, 9.3096, 19.6384
O, 8.1176, 0.7323, 23.6835
O, 10.0276, 2.0638, 22.1595
O, 10.9424, 12.6716, 15.3864
O, 13.0432, 8.1068, 13.7689
O, 15.483, 4.4085, 18.5978
O, 4.0329, 6.534, -0.1927
O, 7.4298, 4.7447, 17.1442
O, 12.9848, 4.7897, 21.7225
O, 7.1135, 11.6076, 16.6506
O, 11.7733, 6.7066, 20.3357

Results
free energy: -117600.442 eV
free energy less fixed offsets of O -569.03, Si -635.61 eV per atom: 12.208 eV
pressure: -0.33 GPa
stress xx, yy, zz, yz, xz, xy (GPa, positive in tension): -1.08, 2.16, -0.09, -1.67, -2.56, 0.02

Forces (eV/angstrom), in the order of the atoms: element, x, y, z
Si, 0.168, -0.0899, 0.1883
Si, -3.5813, 1.395, -0.9786
Si, -0.4149, -0.5832, 0.8614
Si, -0.5288, -0.6092, 1.9733
Si, 0.2555, -0.4417, 0.4643
Si, -0.4494, 2.2502, 0.4402
Si, -2.3627, 0.0582, 1.8161
Si, 2.3688, -2.446, -0.5968
Si, 0.118, 1.0139, -0.4902
Si, 0.0485, 1.0228, -0.7016
Si, 1.1639, 0.2768, 1.6363
Si, -0.3534, 0.162, -0.2771
Si, -0.0856, 3.0068, -1.2369
Si, 0.6605, 2.8207, 2.3663
Si, -0.7174, -1.7671, -0.9833
Si, 1.0824, 2.9431, -2.2997
Si, -0.8827, 0.3317, -0.4191
Si, 0.2129, -0.2988, -1.0369
Si, 0.5874, -0.2014, 0.2498
Si, 0.5853, -0.061, -0.0508
Si, 0.3504, 0.138, 0.0762
Si, -0.5008, 0.818, -0.8306
Si, 0.588, 0.0583, 0.7158
Si, -0.4621, 1.1412, -0.3634
Si, 0.3587, 0.8572, 1.6911
Si, -1.2911, -0.6975, -0.3115
Si, 0.4072, 0.4909, 0.1501
Si, 0.3591, 0.4577, 0.9938
Si, 0.0787, 0.0539, -0.6632
Si, 0.0451, 0.6597, -0.314
Si, -0.6096, -0.7802, 0.0688
Si, 0.3209, 0.0304, 0.4968
Si, -0.4138, -0.1662, 0.1666
Si, -0.2329, -0.6261, 0.4919
Si, 0.2758, 0.5047, -0.3692
Si, 0.1346, -0.4011, 0.5842
Si, 0.0869, 0.0321, -0.6711
Si, 0.6856, -1.4511, 0.078
Si, -0.1785, 0.224, 1.2259
Si, -1.2404, 0.4101, -1.5055
Si, -0.5888, 0.5661, -1.2587
Si, -0.605, -0.0292, -0.0674
Si, -0.9773, 0.8995, -1.7568
Si, 0.0656, -0.3412, -0.1352
Si, -1.2182, -0.0095, -0.313
Si, 0.0226, 0.6735, 0.3568
Si, -1.2525, -0.4992, 0.4128
Si, -0.01, -1.8145, -1.9494
Si, 1.1561, -0.1928, 1.5464
Si, 1.0416, 0.1503, 0.5212
Si, 0.7883, -0.5504, -0.5835
Si, 1.0861, -0.0198, 1.8413
Si, 0.0905, -0.5892, -0.2177
Si, 1.0639, -0.0547, 0.6176
Si, 0.5959, 0.2403, -0.866
Si, -0.4035, 0.1497, -0.8838
Si, 0.0175, 1.4692, 1.4018
Si, -0.3201, -0.4518, -0.5036
Si, -0.6871, 0.2735, 0.7618
Si, -0.3251, 0.5625, 0.8382
Si, -0.5432, 0.0368, -0.4064
Si, -0.454, 1.0233, 0.5829
Si, -0.1984, -0.2847, -1.3112
Si, -0.1834, -0.9949, 0.9762
Si, -0.1173, -0.1369, 0.5919
Si, -1.3036, -0.0343, -1.1938
Si, -0.5736, 0.2972, 0.6739
Si, 1.8062, -0.5491, 0.4674
Si, -0.2553, -0.6747, 0.9175
Si, 0.7677, 1.4676, -0.74
Si, 0.5149, 0.4009, -1.1601
Si, -0.3179, 0.4587, -0.1392
Si, 0.3692, 0.2742, -0.1094
Si, -3.5743, -2.7854, -4.5542
Si, -0.5934, -0.6453, 0.4207
Si, -0.0205, 0.4282, 0.0308
Si, 0.5978, 0.0999, -0.8624
Si, -0.2129, 0.8678, 0.7863
Si, 0.5638, -1.8084, 1.2026
Si, 0.1841, -0.6115, 0.3291
Si, -0.4808, -0.4235, 0.403
Si, -1.8637, 1.2823, -0.602
Si, -0.0137, -0.0262, 0.1286
Si, -0.0417, -0.3574, -0.2627
Si, 0.9526, -0.3655, 0.5601
Si, 1.0753, 0.9445, -1.8106
Si, -1.4961, -0.5418, -0.8903
Si, -0.7866, 1.1355, -1.029
Si, -3.5243, 0.8282, -3.9345
Si, 0.7801, -1.0637, 2.5232
Si, 1.1066, 2.3087, -0.8245
Si, -0.0185, -2.7307, 1.761
Si, -0.2493, 0.7585, 0.0451
Si, -1.1915, -0.233, 1.8629
Si, 1.9336, 1.2079, -0.8608
Si, 0.1115, 3.6937, 0.5933
Si, 1.7766, 3.7865, -1.0967
Si, 0.4889, 2.0745, -0.7599
Si, -0.6776, 0.2263, 3.1425
Si, -0.3158, -2.2585, -0.846
Si, -0.0886, -3.5296, 0.304
Si, -0.6933, 0.018, -2.0562
Si, 1.8483, -4.862, 1.157
Si, 1.6047, -2.1122, 1.0787
Si, 2.4681, 0.7831, 1.7427
Si, 0.6298, 0.5112, -1.3042
Si, -1.1652, 3.3732, 0.2235
Si, -7.6262, -2.7323, -2.0464
Si, 1.0762, 0.5705, -1.3238
Si, -0.5805, -0.292, -1.5616
Si, -1.0544, -0.4733, -2.9855
Si, 2.0556, -3.7672, -1.866
Si, -0.8341, -2.9426, 1.6589
Si, 0.368, -2.0932, 3.4013
Si, -0.2769, -1.6004, 0.5536
Si, 2.0848, 1.7334, 1.3087
Si, -1.3252, 1.4089, 1.6687
O, -0.3739, 1.5816, 1.4878
O, -5.3891, 1.437, -0.0158
O, 0.1282, -1.6186, 0.1265
O, 0.9819, 0.6221, -0.0522
O, -0.1298, -0.3899, -0.7005
O, 0.5669, 1.6734, 0.4654
O, 0.2914, -3.8492, -3.1517
O, -1.3763, -3.2905, 1.5058
O, 3.5179, 1.2121, 3.8744
O, -1.2628, 0.3599, -2.0784
O, 0.6397, -1.3917, -2.151
O, -0.0988, -0.3488, 0.7484
O, -0.1232, -1.1346, 1.2723
O, 0.5324, 2.711, -1.2737
O, 0.5198, -3.0662, 1.6028
O, 1.0507, -1.1134, -0.019
O, 0.3116, -0.9954, 0.5807
O, -0.8669, -0.144, -0.2828
O, -0.0026, 0.1718, 1.2107
O, -0.6277, 1.7314, -0.2377
O, 0.2484, 0.6777, 1.05
O, 0.4459, 1.9722, 0.9679
O, 4.1229, 1.5063, 2.2254
O, -0.0254, -0.7185, -0.4374
O, -1.1868, 0.6293, 1.404
O, -0.0895, 0.574, 0.2491
O, 0.4518, -1.1104, -0.1039
O, -1.0034, -0.0003, -0.3934
O, 0.0648, 0.3588, -0.3802
O, 2.3787, -0.6165, 0.5411
O, 0.6787, 1.2099, -1.0309
O, 0.1263, -0.1507, -1.4018
O, 0.3419, -0.2307, 0.3959
O, -0.2468, -0.5871, -0.2772
O, -1.6354, 1.6758, -1.1516
O, -0.3103, -0.9329, -1.1927
O, 0.3771, 0.2965, 0.2237
O, 0.2061, -0.3604, 0.0548
O, -0.0944, 0.2779, -0.5167
O, 1.155, -0.5489, -0.637
O, 1.3792, 1.6664, -0.8222
O, 0.2536, 0.663, -0.2225
O, 1.3578, -0.7856, 2.3814
O, 0.1039, 0.8924, 0.2691
O, 0.9767, -0.4474, 0.6329
O, 0.1128, -1.3444, -1.6995
O, -0.7341, -0.6235, 0.3268
O, 0.0408, 0.1492, -0.8163
O, 1.2641, -0.5667, -0.0636
O, -0.6635, -0.5735, 0.5045
O, -2.3054, 0.2236, 1.7807
O, 1.0866, 0.2397, -1.1805
O, -0.8557, -0.9772, -1.8274
O, -2.19, 3.7601, -1.2468
O, -0.0408, -3.0046, 0.2772
O, -0.3679, -1.72, 0.4299
O, 4.6075, 3.0117, 1.377
O, -0.4973, 0.3583, -2.7992
O, 0.8549, 0.2466, 0.7936
O, 1.0927, 0.4836, 0.1487
O, 0.1054, -0.4153, -0.3111
O, -1.1853, 2.1885, 0.2854
O, 0.2039, 1.2403, 0.7591
O, -0.5552, 0.9412, -1.0377
O, -0.4689, -0.7971, -0.763
O, 0.7836, 1.6604, 1.9981
O, 0.668, -0.3581, -1.2548
O, 1.9521, -0.9006, 0.0652
O, 0.1138, 0.7412, 0.9201
O, 0.0771, 1.121, -2.5207
O, 2.0636, -0.7419, 0.7802
O, 0.1208, -1.9985, -0.0303
O, 0.4521, 0.5102, 1.0869
O, 0.1363, -0.9657, -0.1865
O, -2.9364, -2.6315, 0.644
O, 0.0081, -1.364, 1.8638

The program warned: the cutoff lies below the one the program advises for these potential files.
